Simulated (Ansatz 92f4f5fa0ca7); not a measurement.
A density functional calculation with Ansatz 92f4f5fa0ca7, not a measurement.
Periodic cell of 224 atoms, Si132O90B1H1, from a study of silicon, its oxide and their interface. The atomic structure is a simulated model.
Doubt: the cutoff is far below the 930 eV that the study's wrapper takes by default for these files, so forces and energies are approximate.
This geometry differs little from another in the collection (a relaxation step or a small displacement).

Settings: functional PBE; potential files Ansatz PAW; basis plane waves; wave-function cutoff 580 eV; density cutoff ratio 5; exchange-correlation grid ratio 1; k mesh 1 x 1 x 1, Gamma-centred; self-consistency stop 5e-08 eV per atom in the density residual; occupations fixed; spin none; net charge 0.

Cell vectors (angstrom)
a	10.938	0	0
b	0	10.938	0
c	0	0	32.3385

Atoms and the computed forces on them: element, x, y, z (angstrom), force x, y, z (eV/angstrom)
Si	0.3777	-0.3915	24.9089	-0.0037	0.0059	-0.0034
Si	5.2107	0.2107	24.8015	0.0093	-0.0162	0.0312
Si	2.8615	2.3528	24.7697	-0.0048	0.007	0.0085
Si	7.8328	2.857	24.7796	0.0116	-0.0068	0.033
Si	-0.2739	5.6845	24.9547	0.0087	-0.013	0.0229
Si	5.6863	5.1905	24.8818	-0.0071	0.006	0.0001
Si	2.5805	8.2497	24.8817	0.0052	-0.0053	0.0144
Si	8.3366	7.7662	25.0055	-0.0065	0.0092	0.0103
Si	1.4143	1.2379	26.2406	-0.0084	0.0064	0.0022
Si	6.7441	1.3467	26.1992	0.0029	0.0009	-0.0056
Si	4.0219	4.0176	26.0736	-0.0026	0.0023	0.0056
Si	9.5287	3.9706	26.1023	-0.0035	0.0035	-0.0105
Si	1.3296	6.8018	26.2579	-0.0054	0.0015	-0.0033
Si	6.8268	6.6501	26.3489	-0.004	0.0068	-0.0002
Si	4.1445	9.4943	26.1375	0.0018	0.0099	-0.0075
Si	9.5446	9.5036	26.1148	-0.0089	0.0011	0.0059
Si	2.8081	-0.0798	27.5829	0.0053	-0.0058	0.0029
Si	8.2055	-0.0134	27.5048	-0.0009	0.0018	0.0019
Si	0.0212	2.689	27.5148	0.0049	-0.0003	0.0064
Si	5.4248	2.7546	27.5524	0.0033	-0.0002	0.0008
Si	2.745	5.4251	27.5291	0.0007	0.0026	0.0072
Si	8.2744	5.3476	27.6086	0.0056	-0.0063	0.0051
Si	-0.0161	8.2217	27.5789	0.0088	-0.0031	0.0027
Si	5.5017	8.1722	27.5587	-0.0008	-0.0003	0.0079
Si	4.1018	1.3673	28.9203	0.0735	-0.0558	0.1725
Si	9.5708	1.3673	28.9203	-0.0271	-0.0995	-0.2703
Si	1.3673	4.1018	28.9203	-0.0396	-0.18	-0.1854
Si	6.8362	4.1018	28.9203	-0.1408	-0.326	0.3361
Si	4.1018	6.8362	28.9203	-0.0559	-0.1208	-0.1538
Si	9.5708	6.8362	28.9203	0.112	-0.1753	0.1537
Si	1.3673	9.5708	28.9203	0.0574	-0.0388	0.253
Si	6.8362	9.5708	28.9203	0.1543	0.0269	-0.1194
Si	0	0	30.2875	0.0482	-0.0051	-0.023
Si	5.469	0	30.2875	0.0033	0.1151	0.0033
Si	2.7345	2.7345	30.2875	-0.0694	-0.1129	-0.008
Si	8.2035	2.7345	30.2875	-0.2097	-0.0627	0.0096
Si	0	5.469	30.2875	-0.0331	0.107	0.0007
Si	5.469	5.469	30.2875	0.0534	0.0119	-0.0189
Si	2.7345	8.2035	30.2875	-0.1697	-0.0432	-0.0023
Si	8.2035	8.2035	30.2875	-0.0424	-0.0498	-0.0209
Si	1.3673	1.3673	31.6548	-0.0284	0.0448	0.0042
Si	6.8362	1.3673	31.6548	0.1228	-0.0742	0.0027
Si	4.1018	4.1018	31.6548	-0.0026	0.0209	-0.0237
Si	9.5708	4.1018	31.6548	0.0344	-0.0247	-0.0449
Si	1.3673	6.8362	31.6548	0.0855	-0.0643	-0.0067
Si	6.8362	6.8362	31.6548	-0.0313	0.0223	-0.003
Si	4.1018	9.5708	31.6548	0.0339	-0.038	-0.0467
Si	9.5708	9.5708	31.6548	0.0215	-0.0119	-0.0186
Si	2.7345	0	0.6835	-0.0013	-0.0154	0.0148
Si	8.2035	0	0.6835	-0.1054	0.0483	0.0118
Si	0	2.7345	0.6835	-0.0252	0.0068	0.0421
Si	5.469	2.7345	0.6835	-0.0068	-0.019	0.0019
Si	2.7345	5.469	0.6835	-0.0896	0.0724	-0.0003
Si	8.2035	5.469	0.6835	-0.0105	0.0153	0.0166
Si	0	8.2035	0.6835	-0.0005	-0.0079	0.0034
Si	5.469	8.2035	0.6835	-0.0114	0.0277	0.0437
Si	4.1018	1.3673	2.0507	0.0374	0.0559	0.0503
Si	9.5708	1.3673	2.0507	0.0395	-0.0441	-0.0508
Si	1.3673	4.1018	2.0507	0.1673	0.0566	-0.04
Si	6.8362	4.1018	2.0507	0.0103	0.0158	0.0668
Si	4.1018	6.8362	2.0507	-0.0243	-0.1258	-0.0453
Si	9.5708	6.8362	2.0507	0.0369	0.0452	0.0622
Si	1.3673	9.5708	2.0507	-0.0319	-0.011	0.0542
Si	6.8362	9.5708	2.0507	0.1574	0.0297	-0.052
Si	0	0	3.418	-0.1781	0.1259	-0.2255
Si	5.469	0	3.418	0.1862	0.0826	0.1587
Si	2.7345	2.7345	3.418	0.0522	0.4548	-0.3181
Si	8.2035	2.7345	3.418	0.131	-0.1001	0.1392
Si	0	5.469	3.418	0.1843	0.1069	0.1903
Si	5.469	5.469	3.418	-0.4516	0.047	-0.1308
Si	2.7345	8.2035	3.418	-0.0462	-0.2425	0.2363
Si	8.2035	8.2035	3.418	0.0013	0.5046	-0.3717
Si	1.3226	1.4471	4.7166	-0.001	0.0066	-0.0019
Si	6.8564	1.3775	4.824	0.0007	-0.0043	-0.0103
Si	4.0736	4.122	4.8196	-0.0087	-0.0001	0.0034
Si	9.5746	4.12	4.7893	-0.0023	-0.0038	-0.0043
Si	1.3616	6.8396	4.8553	0.0032	-0.0035	-0.0036
Si	6.758	6.9367	4.6977	-0.0053	0.0039	-0.0015
Si	4.084	9.5929	4.7765	-0.0013	-0.0034	-0.0071
Si	9.5436	9.6211	4.7864	-0.008	0.0057	-0.0041
Si	2.7355	0.1308	6.0052	0.0024	-0.0049	-0.0025
Si	8.2581	0.0816	6.2575	0.0043	-0.0049	0.0108
Si	0.047	2.7953	6.1932	0.0037	-0.0028	0.0138
Si	5.5187	2.7874	6.1637	-0.0007	-0.0025	-0.011
Si	2.7173	5.4707	6.3094	0.0042	-0.0003	0.0057
Si	8.1548	5.5943	5.953	0.0045	-0.0071	0
Si	-0.0112	8.2951	6.1565	0.0048	-0.0055	-0.0055
Si	5.4889	8.3011	6.1777	0.0072	-0.0023	0.007
Si	3.9855	1.5351	7.4255	-0.0014	0.0033	0.0134
Si	9.8774	1.2756	7.5949	-0.013	0.015	-0.032
Si	1.685	3.7292	7.6512	-0.0054	0.0038	-0.0227
Si	6.6554	4.5006	7.3387	0.0106	0.0015	0.0118
Si	4.3915	6.6798	7.4793	-0.0142	0.0084	-0.0107
Si	9.2553	7.1168	7.3217	0.0004	-0.004	0.0054
Si	1.1535	10.0005	7.3208	0.0161	-0.0042	0.0246
Si	7.1061	9.4093	7.5531	-0.0075	0.0098	-0.0156
O	9.5218	6.764	24.3987	0.0001	-0.0031	-0.0129
O	4.0484	1.2864	24.254	-0.0012	-0.0007	-0.0116
O	8.1723	8.2067	7.9498	-0.0014	0.0023	0.0081
O	2.8982	2.6552	7.9367	0.0045	-0.0059	0.0055
O	6.8105	4.091	24.3797	-0.0029	0.0054	-0.0081
O	1.4663	9.3859	24.4705	0.0023	-0.0026	-0.0068
O	5.5107	5.5467	7.944	0.0028	-0.0033	0.0081
O	0.0563	0.1097	8.0188	0.007	-0.0096	0.0096
O	7.6208	4.0579	8.5801	-0.0024	-0.0008	0.0019
O	6.567	10.0279	8.9992	0.0001	0.0011	0.007
O	9.8578	6.2085	8.5686	0.002	-0.0005	0.002
O	2.1881	9.4572	8.4782	-0.0083	-0.0104	0.0036
O	4.5663	0.7757	8.7744	-0.0028	0.003	-0.0062
O	1.0719	3.8638	9.1821	-0.0015	0.0024	0.0096
O	9.4156	2.0924	8.9799	-0.0035	0.0016	0.0121
O	3.8888	7.3871	8.916	-0.0047	0.0064	0.0051
O	7.2653	8.1682	23.7962	-0.0003	-0.0014	-0.0015
O	8.1242	2.0722	23.3505	0.0036	-0.0017	-0.0165
O	5.1804	5.9102	23.4971	0.0001	-0.0015	0.0034
O	1.9613	2.8702	23.469	-0.0013	0.0007	-0.0024
O	10.9814	0.2676	23.4307	-0.0016	-0.002	-0.0001
O	0.5726	5.1201	23.6624	0.0019	-0.0031	-0.0082
O	3.1782	7.6369	23.4668	0.0006	-0.0008	-0.0011
O	6.0201	10.5225	23.4899	-0.002	-0.0004	-0.0102
Si	6.1387	-2.7675	20.4852	-0.0027	0.0035	0.0036
Si	4.164	6.7246	22.5342	-0.0003	0.002	-0.0027
Si	-6.708	15.2617	11.773	-0.002	0.0097	0.0016
Si	5.6665	1.6383	12.2752	-0.0013	-0.0032	-0.0005
Si	5.9302	0.464	9.6202	0.0056	0.0015	-0.0067
Si	-1.0928	-0.619	16.3852	-0.004	0.0012	0.0014
Si	-0.0271	-0.452	13.4345	0.0056	0.0037	0.0062
Si	-1.9463	2.2668	21.9694	-0.0004	-0.0037	0.0025
Si	5.4569	4.9846	14.302	-0.0011	0.0018	0.0016
Si	2.836	3.4295	18.5538	-0.0002	0.0004	-0.0053
Si	2.1566	-2.2782	12.4281	0.0064	0.0009	-0.0066
Si	2.0494	5.4634	20.6813	0.0005	-0.0052	0.0002
Si	8.0804	2.8635	9.5678	0.0018	-0.0046	-0.0028
Si	0.1467	8.0674	20.4704	0.0012	0.0059	-0.0031
Si	12.8544	3.2102	15.8638	-0.0005	-0.0005	-0.0006
Si	3.8395	-3.3418	14.6487	0.0003	-0.0008	0.0026
Si	-1.3595	5.644	13.9626	0.0012	-0.0027	0.0045
Si	-2.9014	14.5083	19.3117	-0.0032	-0.0057	-0.0034
Si	5.7854	3.534	17.2043	-0.0009	-0.0001	-0.0037
Si	8.5431	6.5328	19.3916	-0.0024	0.0038	-0.0019
Si	-3.7364	-1.392	22.9234	0.0046	0.0032	0.0055
Si	-1.4538	7.1693	16.4939	0.0029	-0.0023	-0.0022
Si	7.6425	1.252	17.603	0.0005	0.0011	-0.0028
B	3.0997	0.9429	19.5975	-0.0009	-0.0002	-0.0017
Si	12.1274	4.2367	10.7731	-0.0011	0.0027	-0.0051
Si	5.3791	10.5538	18.778	0.0018	0.0008	-0.0036
Si	10.0433	10.5473	22.2678	-0.0004	0.0023	0.0096
Si	-0.6828	-3.0052	12.202	0.003	0.0013	-0.0014
Si	1.2622	-0.8953	18.3251	-0.002	-0.0009	-0.0038
Si	2.5209	8.1644	9.3856	0.0002	0.008	-0.0062
Si	-3.1448	3.6668	12.6177	0.0029	0.0038	-0.0034
Si	-0.1245	6.6655	9.7917	0.0058	-0.0027	-0.0071
Si	0.7849	3.7744	22.7629	-0.0072	0.002	0.0023
Si	-7.4793	1.331	14.2926	-0.0013	0.0021	0.0038
Si	12.1087	6.1069	15.5079	0.0033	-0.0001	0.0012
Si	0.8857	2.2313	13.1742	-0.0009	0.0033	0.0038
Si	3.6262	-0.9643	16.3491	0.002	-0.0021	0.0006
O	2.3174	-1.4112	17.2026	-0.0001	0.0005	0.0022
O	-2.0319	-5.9963	19.4891	0.0004	-0.0045	0.0043
O	4.716	-0.2316	17.2969	-0.0009	-0.0022	0.0023
O	-2.0963	6.2091	15.3229	-0.0024	-0.0008	0
O	0.6479	3.2193	11.9131	0.0006	-0.0033	0.0033
O	1.211	-4.069	20.8099	-0.003	0.0016	0.0037
O	1.3235	7.0823	9.169	0.0003	0.0047	0.0035
O	-6.0635	2.8395	11.4723	0.0013	-0.0001	-0.0001
O	9.2943	-4.1562	12.8227	-0.0015	0.0003	-0.0014
O	5.0671	-4.3935	14.549	0.0001	-0.0002	-0.0002
O	2.4103	1.6352	13.0743	0.0011	-0.0006	-0.0011
O	4.1729	4.411	13.4272	0.0009	-0.0021	0.0004
O	-4.0746	0.3078	18.7084	-0.0007	-0.0013	0.0031
O	3.3309	2.5674	15.3525	0.0021	0.0001	0.0012
O	4.3746	8.6841	15.7218	-0.0006	0.0011	0.0005
O	5.7827	4.3781	15.7911	0.0009	-0.0017	0.0008
O	2.3469	7.1482	15.1404	-0.0014	0.0002	-0.0001
O	8.7083	-0.826	23.0921	0.0017	-0.0004	-0.0032
O	-5.7657	16.4219	11.1245	-0.004	-0.0065	-0.0059
O	2.0134	4.8218	15.9987	-0.0004	0.001	0.0002
O	6.6659	4.0617	18.5181	0.0017	0.0015	0.005
O	1.2026	4.2177	21.2696	0.0047	0.0075	-0.0042
O	4.2699	3.5354	17.7813	0.0013	0.0014	0.002
O	6.9307	1.7278	9.4697	-0.0027	-0.0017	-0.0005
O	0.9022	-3.326	12.5437	-0.0025	-0.0024	0.0005
O	-0.6553	3.0809	22.5272	-0.0001	-0.0007	0.0034
O	6.4741	2.093	16.8031	0.0014	0.0006	0.004
O	-0.8281	7.9207	10.574	-0.0036	0.0034	0.0051
O	-8.4827	4.9108	19.179	-0.0003	0.0006	0.0018
O	20.5741	7.3817	20.2327	0.0026	0.0009	0.0029
O	5.696	0.3555	11.242	0.0005	0.0025	0.0074
O	8.6129	6.9104	17.8226	-0.0025	0.0012	0.0018
O	-2.9145	2.9813	20.8539	-0.0013	0.0035	-0.0011
O	9.1226	4.1424	13.4713	0.0016	0.0003	0.0016
O	-9.1972	2.8163	17.4553	0.0004	0	0.0025
O	-0.2282	12.0067	12.8946	-0.0016	-0.003	-0.0012
O	-1.0753	-1.521	12.7732	-0.0034	-0.0011	-0.0003
O	0.7742	-2.1953	19.1473	-0.0008	-0.0002	0.0075
O	2.9648	2.3074	19.732	0.0016	-0.0021	0.0052
O	1.984	11.1287	19.301	-0.001	-0.0008	0.0017
O	2.6506	8.7446	10.8841	-0.0021	-0.0042	-0.0098
O	3.5294	-2.6883	13.1875	0.0012	-0.0006	0.0022
O	5.5298	8.9807	19.2031	-0.0008	0.0012	0.0023
O	-11.0264	-0.2985	17.6304	0.0035	-0.0008	0.0048
O	8.5384	0.3504	16.5795	0.0016	-0.0012	0.0018
O	4.9552	7.6646	21.4701	0.0027	-0.0002	-0.0002
O	2.7465	4.5403	11.1317	0.0043	-0.0023	0.0015
O	-4.2224	4.7468	13.2635	-0.0014	-0.0008	0.0013
O	-6.5897	11.3179	19.7973	-0.0014	0.0011	0.0037
O	-0.2388	10.6058	15.036	0.0016	0.0009	-0.0018
O	7.0016	9.2634	21.3379	-0.0024	-0.0053	-0.0049
O	0.2452	-5.3421	14.262	0	0.0009	0.0006
O	8.6152	13.2805	18.3754	0.0021	0.0013	0.0048
O	8.242	3.605	11.0275	-0.002	0.0051	0.005
O	7.1389	2.1675	12.8079	-0.0001	-0.001	0.002
O	-0.1291	-1.6527	21.553	0.0034	-0.0082	-0.0009
O	1.498	-0.9075	13.0193	-0.0031	0.0031	0.0008
O	0.1463	6.7635	16.616	0.0001	-0.0013	0.0013
O	0.1487	5.4907	10.8828	-0.0008	-0.0014	0.0019
O	0.7697	2.7853	14.7454	0.0014	-0.0007	0.0005
O	7.0655	6.921	19.981	0.0023	-0.003	0.0033
O	3.3604	5.6443	21.6271	-0.0013	0.0005	-0.0001
O	-1.5859	8.7702	16.232	0.0006	0.0029	-0.0004
O	3.1194	-0.003	15.1467	0.0004	-0.0008	-0.0003
O	-1.3874	0.8515	21.3142	-0.0005	0.003	0.0009
O	-6.0098	1.1755	13.6455	0.0001	0.0002	-0.0006
H	-6.1382	16.9678	10.4112	0.0022	0.0005	0.0074

Results
free energy: -135270.571 eV
free energy less fixed offsets of B -154.04, H -15.97, O -568.88, Si -635.61 eV per atom: -0.841 eV

The program warned: the cutoff lies below the one the program advises for these potential files; the forces do not sum to zero within the program's tolerance; the exchange-correlation potential is rough where the density is thin.
